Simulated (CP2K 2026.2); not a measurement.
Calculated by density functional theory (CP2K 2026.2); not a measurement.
Periodic cell of 513 atoms, Si351O162, from a study of silicon, its oxide and their interface. The atomic structure is a simulated model.
Doubt: the forces sum to 3.53 eV/angstrom along one axis rather than to zero, so they err by at least 0.0069 eV/angstrom per atom on average; the grid cutoff is modest.

Settings: functional PBE; method Gaussian and plane waves; basis set DZVP-MOLOPT-SR-GTH; pseudopotentials GTH-PBE; grid cutoff 350 Ry, relative cutoff 50 Ry; k points Gamma only; occupations fixed; spin none; net charge 0.

Cell vectors (angstrom)
a	16.407	0	0
b	0	16.407	0
c	0.4306	0.1022	34.1583

Atoms and the computed forces on them: element, x, y, z (angstrom), force x, y, z (eV/angstrom)
Si	0.079	0.133	0.25	0.041	-0.084	0.227
Si	3.661	2.004	34.038	-0.056	0.126	0.194
Si	1.023	5.674	33.605	-0.068	0.01	0.259
Si	2.556	8.63	0.26	0.078	-0.013	0.245
Si	0.582	10.753	34.035	-0.051	0.137	0.204
Si	3.352	13.155	0.068	-0.021	0.033	0.235
Si	5.637	16.362	0.413	-0.011	-0.006	0.145
Si	8.044	2.979	0.038	0.09	-0.035	0.266
Si	6.052	5.097	34.031	-0.08	0.133	0.263
Si	8.277	8.858	34.051	0.036	-0.07	0.2
Si	5.65	11.044	0.419	-0.012	0.023	0.103
Si	8.444	14.481	34.102	0.026	-0.109	0.221
Si	11.429	16.314	0.199	-0.045	0.075	0.271
Si	14.298	2.39	0.057	-0.06	0.117	0.208
Si	11.168	5.554	0.191	-0.145	0.077	0.175
Si	13.267	8.403	0.004	0.12	-0.074	0.235
Si	11.236	10.831	0.097	-0.056	0.028	0.217
Si	13.654	14.086	0.118	0.015	-0.091	0.188
Si	1.651	1.252	1.522	-0.017	-0.021	-0.061
Si	4.117	3.839	1.219	0.03	-0.001	-0.038
Si	1.411	6.898	1.3	0.027	0.021	-0.053
Si	4.19	9.657	1.581	-0.019	0.002	-0.048
Si	1.444	12.262	1.21	0.017	-0.018	-0.032
Si	4.244	14.866	1.517	0.027	0.007	-0.041
Si	6.998	1.46	1.538	-0.015	0.002	-0.05
Si	9.582	4.226	1.318	0.006	-0.005	-0.044
Si	6.768	6.886	1.041	-0.004	-0.005	-0.021
Si	9.585	9.658	1.323	0.012	0.01	-0.042
Si	7.098	12.576	1.383	-0.023	-0.012	-0.023
Si	9.706	15.216	1.391	0.009	0.013	-0.056
Si	12.61	1.466	1.469	0.006	-0.03	-0.065
Si	15.494	4.181	1.032	-0.029	-0.02	-0.042
Si	12.359	6.958	1.588	-0.007	0.008	-0.074
Si	15.029	9.498	1.236	-0.001	0.011	-0.044
Si	12.466	12.399	1.333	-0.006	0	-0.04
Si	15.194	15.084	1.539	-0.011	0.02	-0.052
Si	0.262	2.822	2.658	0.011	0.011	0.014
Si	2.903	16.257	2.879	-0.011	-0.005	0.01
Si	16.418	8.202	2.689	-0.007	-0.007	0.01
Si	2.831	5.412	2.562	0.003	0.004	0.012
Si	0.185	13.632	2.723	-0.003	0.004	0.006
Si	2.751	11.019	2.81	0.006	-0.008	0.002
Si	5.513	2.745	2.806	0.006	-0.004	0.003
Si	8.406	0.12	2.849	0.007	0.009	0.007
Si	5.565	8.147	2.697	-0.015	0.004	0.006
Si	8.185	5.621	2.605	0.014	-0.002	0.005
Si	5.684	13.695	2.9	-0.004	0.001	-0.004
Si	8.363	11.087	2.734	0.009	0.005	0.005
Si	11.076	2.85	2.658	-0.004	-0.006	0.009
Si	13.859	0.073	2.889	-0.001	0.007	0.004
Si	10.912	8.317	2.807	-0.001	-0.015	0.005
Si	13.959	5.483	2.57	0.002	0.005	0.014
Si	11.039	13.728	2.709	-0.006	-0.006	0.013
Si	13.794	10.965	2.675	0.001	0.008	0.008
Si	1.534	4.155	4.094	-0.005	-0.004	-0.009
Si	4.235	1.323	4.178	0.005	-0.002	0
Si	1.416	9.563	4.085	0.009	0.008	-0.001
Si	4.188	6.779	4.022	0.007	0.006	0.002
Si	1.475	14.98	4.193	0.006	0.005	0.002
Si	4.21	12.333	4.165	0.005	-0.003	0.004
Si	6.905	4.201	4.056	-0.007	0.001	0
Si	9.776	1.497	4.137	-0.002	-0.005	-0.003
Si	6.946	9.615	4.017	0.002	0.002	0.008
Si	9.584	6.881	4.09	-0.001	0.007	0.001
Si	7.018	15.132	4.195	-0.006	-0.003	-0.001
Si	9.732	12.374	4.147	0.002	-0.004	0
Si	12.505	4.181	3.987	0	-0.001	0.003
Si	15.264	1.482	4.106	-0.009	-0.008	-0.001
Si	12.391	9.653	4.088	-0.007	0.003	0.001
Si	15.146	6.837	4.097	0.005	-0.001	-0.006
Si	12.417	15.079	4.12	0.004	0.002	0.001
Si	15.185	12.284	4.076	0.003	0	-0.001
Si	0.143	0.043	5.486	0.002	0.002	0
Si	2.864	2.753	5.478	0	-0.002	-0.001
Si	0.145	5.509	5.463	0.001	0.002	0.002
Si	2.835	8.188	5.404	-0.005	-0.001	-0.001
Si	0.103	10.934	5.489	-0.004	-0.003	-0.001
Si	2.874	13.682	5.559	-0.002	-0.005	-0.001
Si	5.629	0.043	5.564	0.001	0.003	-0.002
Si	8.325	2.839	5.434	0.005	0.001	0
Si	5.558	5.507	5.471	0	-0.002	-0.001
Si	8.282	8.277	5.462	0.002	-0.003	0
Si	5.578	10.923	5.461	-0.008	0.001	-0.002
Si	8.359	13.726	5.519	0.002	0.005	-0.002
Si	11.086	0.067	5.496	0	0.002	0
Si	13.822	2.812	5.434	0.002	0	0.002
Si	11.073	5.525	5.377	0	0.002	0.002
Si	13.76	8.235	5.432	-0.001	-0.003	0.001
Si	11.081	11.003	5.506	0.002	0.003	-0.002
Si	13.806	13.685	5.442	-0.001	0.001	-0.001
Si	1.502	1.4	6.86	0	-0.001	-0.002
Si	4.229	4.124	6.848	0	-0.001	-0.001
Si	1.497	6.868	6.839	0	-0.002	-0.001
Si	4.203	9.558	6.811	0.003	0.001	0
Si	1.483	12.296	6.866	0.005	0.001	0.002
Si	4.241	15.073	6.896	0	0	0.001
Si	6.996	1.454	6.858	-0.003	-0.003	0.001
Si	9.719	4.171	6.798	-0.002	-0.001	-0.001
Si	6.926	6.896	6.828	-0.001	0.003	0.001
Si	9.688	9.615	6.831	0	0.001	0.001
Si	6.956	12.322	6.826	0	0	0.001
Si	9.716	15.108	6.871	0	-0.002	0.001
Si	12.469	1.431	6.83	0	-0.005	-0.001
Si	15.169	4.158	6.831	-0.001	0	-0.001
Si	12.4	6.882	6.807	0	0.003	-0.002
Si	15.135	9.58	6.839	0.002	0.002	0
Si	12.452	12.355	6.861	0	-0.003	0
Si	15.156	15.074	6.821	-0.001	0.002	-0.002
Si	0.117	2.774	8.203	0.002	0	0
Si	2.87	0.046	8.233	0	-0.001	0.001
Si	0.121	8.232	8.208	-0.001	-0.002	0
Si	2.863	5.5	8.209	0	-0.001	-0.001
Si	0.115	13.698	8.199	0	0	-0.001
Si	2.855	10.93	8.215	-0.003	-0.001	0
Si	5.613	2.793	8.227	0.002	0	-0.001
Si	8.339	0.062	8.229	0.002	0.002	0
Si	5.572	8.237	8.215	-0.002	-0.002	0
Si	8.337	5.532	8.174	0.001	0.001	0
Si	5.604	13.682	8.226	-0.001	0.001	-0.001
Si	8.327	10.974	8.208	0.001	0.001	-0.001
Si	11.073	2.791	8.186	0	-0.001	0
Si	13.804	0.037	8.202	0.001	0	0
Si	11.053	8.246	8.197	0	0	0.001
Si	13.789	5.525	8.186	-0.001	0	0.001
Si	11.079	13.726	8.221	0	0.002	0
Si	13.796	10.966	8.218	0.001	0.002	0.001
Si	1.488	4.14	9.57	0	0	-0.001
Si	4.242	1.417	9.582	0	0	0
Si	1.483	9.591	9.599	0	0.001	0
Si	4.223	6.872	9.587	0.002	-0.001	0
Si	1.488	15.066	9.564	0	0	0
Si	4.226	12.31	9.581	0.001	0.001	0
Si	6.984	4.169	9.577	0	0	0
Si	9.713	1.428	9.581	-0.001	-0.002	0
Si	6.959	9.602	9.573	0	0.001	0
Si	9.692	6.883	9.568	0	0	0
Si	6.969	15.07	9.58	-0.001	-0.001	0
Si	9.7	12.346	9.573	-0.001	0	0
Si	12.434	4.156	9.568	0	-0.001	-0.001
Si	15.163	1.403	9.57	0	-0.001	-0.002
Si	12.421	9.607	9.575	0	0.001	0
Si	15.156	6.876	9.577	0.001	0	-0.001
Si	12.441	15.085	9.586	-0.001	-0.001	0
Si	15.163	12.333	9.586	0	0	0
Si	16.526	16.433	10.925	0.001	0.001	0
Si	2.866	2.783	10.938	0	0.001	0
Si	16.531	5.506	10.942	0	-0.002	0
Si	2.861	8.231	10.967	-0.002	-0.001	0
Si	16.519	10.964	10.969	0	0.002	0.001
Si	2.846	13.69	10.932	-0.001	0.001	0
Si	5.593	16.439	10.937	0	0	-0.001
Si	8.348	2.8	10.954	-0.001	0	-0.001
Si	5.617	5.537	10.952	-0.001	-0.001	0
Si	8.336	8.244	10.947	0	-0.001	0
Si	5.602	10.957	10.954	0.001	0	0
Si	8.334	13.7	10.955	0.001	0.001	-0.001
Si	11.07	0.045	10.943	0.001	0.001	-0.001
Si	13.798	2.776	10.938	0.001	-0.001	0.001
Si	11.068	5.529	10.942	-0.001	-0.001	0
Si	13.794	8.252	10.947	0	0	0.001
Si	11.061	10.975	10.947	0	0.001	0.002
Si	13.79	13.697	10.953	0.002	0.001	0
Si	1.487	1.397	12.276	-0.001	-0.002	0
Si	4.231	4.172	12.291	0.003	0.002	-0.001
Si	1.482	6.875	12.327	0.001	-0.001	0.001
Si	4.249	9.591	12.333	0	0.001	0
Si	1.485	12.335	12.324	-0.001	-0.001	0.001
Si	4.21	15.07	12.29	0.001	-0.001	0
Si	6.97	1.402	12.287	-0.001	0	-0.001
Si	9.715	4.174	12.333	0.001	0	0.001
Si	6.987	6.893	12.344	0.001	0	0.001
Si	9.702	9.609	12.318	0	0.001	0
Si	6.968	12.317	12.328	-0.002	0	0.001
Si	9.72	15.061	12.306	-0.002	0.001	-0.001
Si	12.424	1.416	12.309	-0.001	-0.002	0
Si	15.171	4.14	12.312	0.002	0.001	0
Si	12.426	6.903	12.32	0.002	-0.001	0
Si	15.142	9.602	12.351	0	-0.001	0.001
Si	12.432	12.32	12.335	0.001	0.002	0.002
Si	15.16	15.072	12.3	-0.001	-0.001	0
Si	16.552	2.757	13.661	0.002	-0.003	0
Si	2.819	16.427	13.65	0	0.004	-0.003
Si	16.516	8.227	13.71	-0.002	0.001	0.002
Si	2.867	5.526	13.688	-0.002	-0.001	0.002
Si	16.494	13.692	13.682	0	0.004	0.001
Si	2.867	10.96	13.674	0.002	-0.001	-0.001
Si	5.603	2.798	13.623	-0.006	0.001	-0.004
Si	8.349	16.435	13.643	0.003	-0.003	0
Si	5.635	8.255	13.734	0	-0.002	0.002
Si	8.374	5.554	13.726	0	-0.002	0
Si	5.573	13.7	13.649	0.001	0.001	-0.001
Si	8.337	10.941	13.711	0.003	-0.002	0.003
Si	11.085	2.801	13.691	0.001	-0.001	0
Si	13.787	16.44	13.655	0.002	0.004	-0.002
Si	11.081	8.284	13.713	-0.003	-0.001	0
Si	13.804	5.532	13.661	-0.002	-0.002	0.002
Si	11.061	13.677	13.699	0	0.001	0.003
Si	13.771	10.954	13.751	0.001	0	0.003
Si	1.501	4.138	15.034	0.001	0.006	-0.001
Si	4.188	1.446	14.938	0.005	-0.003	0.002
Si	1.503	9.598	15.044	-0.002	-0.001	-0.001
Si	4.255	6.877	15.068	0.003	0.001	-0.001
Si	1.426	15.075	15.037	-0.001	-0.008	0.001
Si	4.208	12.347	15.036	0.002	-0.003	0
Si	6.991	4.129	15.012	-0.004	0.001	-0.001
Si	9.702	1.406	15.012	-0.001	-0.001	0.001
Si	7.004	9.604	15.153	-0.004	0.003	0.001
Si	9.738	6.956	15.117	0.003	0.001	0.001
Si	6.986	15.039	14.98	-0.004	0.002	0
Si	9.709	12.285	15.084	-0.005	0.001	-0.001
Si	12.46	4.192	15.049	0.004	0.003	0.002
Si	15.139	1.417	15.007	-0.006	-0.004	0.001
Si	12.403	9.612	15.18	0.003	0	0
Si	15.14	6.862	15.088	0.005	-0.002	-0.003
Si	12.461	15.037	15.03	-0.001	0.002	-0.001
Si	15.159	12.318	15.095	0.001	-0.005	-0.004
Si	16.417	16.422	16.395	-0.001	0.012	-0.012
Si	2.874	2.78	16.397	0	0.004	-0.011
Si	16.502	5.447	16.418	-0.003	-0.002	0.012
Si	2.877	8.256	16.416	-0.001	-0.002	-0.002
Si	16.561	10.947	16.441	0.002	-0.001	0.003
Si	2.772	13.674	16.38	0.004	0.007	0
Si	5.6	0.083	16.192	-0.007	0	0.001
Si	8.357	2.781	16.397	-0.005	-0.009	-0.004
Si	5.64	5.474	16.392	-0.004	-0.006	-0.003
Si	8.407	8.278	16.596	0.002	-0.004	-0.002
Si	5.606	11.04	16.432	-0.004	-0.004	0.003
Si	8.297	13.63	16.391	0.008	0.002	-0.002
Si	11.093	16.435	16.327	0.003	0.005	0.008
Si	13.86	2.848	16.391	-0.006	-0.009	0.011
Si	11.15	5.596	16.437	-0.003	-0.003	-0.003
Si	13.802	8.219	16.516	-0.001	0.002	0.001
Si	11.011	10.973	16.598	-0.004	0	0
Si	13.767	13.658	16.473	0.001	0	0
Si	1.355	1.458	17.655	-0.013	-0.021	0.004
Si	4.326	4.091	17.783	0.01	0.014	-0.012
Si	1.503	6.811	17.695	-0.009	-0.008	-0.002
Si	4.226	9.689	17.757	0.012	0.012	-0.008
Si	1.445	12.321	17.868	-0.007	-0.01	-0.014
Si	4.194	15.17	17.479	0.011	0.001	0.003
Si	6.914	1.362	17.65	-0.009	-0.006	-0.006
Si	9.759	4.216	17.702	0.014	0.005	-0.001
Si	7.032	6.763	17.803	-0.007	-0.001	-0.012
Si	9.679	9.683	18.137	0.007	0.008	-0.012
Si	6.926	12.372	17.901	-0.006	0.006	0.004
Si	9.742	14.991	17.619	-0.016	-0.007	0
Si	12.46	1.456	17.627	0.032	0.022	-0.01
Si	15.19	4.126	17.929	-0.001	0.007	-0.017
Si	12.492	6.865	17.974	-0.006	-0.006	0
Si	15.228	9.575	17.83	0.003	0.011	-0.012
Si	12.423	12.337	17.946	0	0.004	-0.011
Si	15.091	15.036	17.841	-0.007	-0.003	0
Si	16.538	2.68	19.29	-0.008	-0.006	0.045
Si	2.787	0.063	18.782	0.004	0.009	0.051
Si	16.609	8.132	19.129	0.02	0.006	0.066
Si	2.848	5.438	19.045	-0.002	0.017	0.05
Si	16.426	13.666	19.271	0.016	0.008	0.049
Si	2.903	11.012	19.255	-0.007	-0.013	0.036
Si	5.687	2.679	19.182	-0.009	-0.009	0.044
Si	8.373	16.382	18.853	-0.004	0.027	0.029
Si	5.598	8.214	18.96	-0.022	-0.013	0.064
Si	8.429	5.403	19.235	-0.012	-0.004	0.047
Si	5.511	13.968	18.944	-0.007	0.001	0.04
Si	8.118	11.063	19.572	0.01	-0.014	0.01
Si	11.166	2.872	18.981	-0.014	-0.031	0.049
Si	13.662	0.068	19.074	-0.018	0.004	0.059
Si	11.201	8.24	19.436	-0.014	-0.002	0.041
Si	13.898	5.518	19.413	-0.009	-0.022	0.051
Si	10.987	13.798	19.228	0.003	0.016	0.045
Si	13.859	10.894	19.244	0.007	-0.003	0.072
Si	1.753	3.944	20.499	-0.135	0.096	-0.249
Si	3.836	1.601	20.177	0.149	-0.067	-0.21
Si	1.775	9.266	20.424	-0.065	0.158	-0.25
Si	4.021	7.064	20.209	0.038	-0.086	-0.224
Si	1.757	14.929	20.21	-0.059	0.002	-0.185
Si	4.06	12.787	20.347	0.059	-0.064	-0.201
Si	7.458	3.639	20.509	-0.046	0.04	-0.232
Si	9.665	1.481	20.04	-0.004	0.002	-0.142
Si	6.989	9.076	20.645	-0.103	0.187	-0.164
Si	9.525	7.027	20.61	0.137	-0.124	-0.179
Si	6.962	15.253	20.324	0.019	-0.023	-0.218
Si	9.762	12.433	20.751	-0.138	0.057	-0.17
Si	12.709	3.798	20.549	-0.067	0.176	-0.25
Si	14.886	1.434	20.531	0.138	-0.109	-0.276
Si	13.009	9.247	20.734	-0.12	0.043	-0.204
Si	15.293	6.985	20.77	0.044	-0.099	-0.237
Si	11.838	15.712	20.389	0.047	-0.133	-0.227
Si	14.992	12.329	20.717	0.084	0.021	-0.261
Si	15.098	16.423	23.473	-0.039	0.046	-0.049
Si	4.773	6.322	26.946	0.021	-0.024	-0.009
Si	0.843	5.657	23.058	-0.044	0.033	-0.04
Si	5.451	7.433	22.746	0.046	-0.014	-0.07
Si	16.636	10.496	22.834	-0.021	0.024	-0.02
Si	5.271	0.154	22.304	0.075	0.008	-0.001
Si	5.556	2.211	24.775	0.008	0.033	-0.011
Si	6.826	4.768	23.46	-0.026	-0.044	-0.042
Si	13.104	6.679	24.553	-0.019	0.041	0.053
Si	5.998	13.764	25.355	0.04	0.079	-0.041
Si	5.949	13.612	22.4	0.059	-0.028	0.021
Si	13.263	14.24	22.606	0.026	-0.015	-0.004
Si	14.128	2.065	25.475	0.035	0.117	0.037
Si	9.473	3.862	24.776	-0.011	-0.127	-0.002
Si	1.44	9.067	26.696	-0.036	-0.001	0.028
Si	10.518	7.591	23.343	-0.026	-0.075	0.023
Si	10.631	13.049	23.626	-0.042	0.081	-0.077
Si	2.272	15.913	27.66	0.019	0.033	0.03
Si	4.122	4.519	29.081	-0.069	0.003	0.02
Si	3.129	7.292	24.64	-0.051	-0.088	-0.009
Si	3.236	14.824	25.027	0.081	-0.015	0.08
Si	5.299	11.946	27.659	-0.022	0.029	0.067
Si	3.059	2.469	26.833	-0.057	0.046	-0.046
Si	6.896	4.886	28.341	0.009	0.024	-0.126
Si	8.419	1.267	25.531	-0.02	-0.057	-0.042
Si	11.106	10.405	22.539	0.106	0.06	0.059
Si	8.935	14.678	25.841	0.046	0.026	-0.039
Si	12.373	3.992	23.711	0.04	-0.103	-0.016
Si	16.723	3.934	25.775	0.06	0.006	0.039
Si	15.168	8.814	25.169	0.036	0.022	0.007
Si	10.85	7.521	26.258	-0.006	0.013	-0.026
Si	1.329	15.491	23.072	0.041	0.047	-0.035
Si	16.471	0.098	29.79	0.028	0.07	0.019
Si	1.344	12.813	24.32	-0.002	0.02	0
Si	15.516	4.813	28.542	-0.002	0.039	-0.034
Si	16.416	6.638	30.757	-0.032	-0.05	-0.022
Si	3.448	14.316	31.271	-0.047	-0.012	0.065
Si	16.134	11.183	30.942	-0.012	-0.053	0.091
Si	10.363	15.119	28.699	-0.044	0.018	0.059
Si	6.203	8.956	27.847	0.014	-0.021	0.008
Si	6.252	9.897	30.733	0.069	-0.001	-0.013
Si	8.922	13.85	31.089	0.066	0.057	0.005
Si	8.697	7.447	28.471	-0.025	0.053	-0.083
Si	11.182	1.613	29.305	0.04	-0.021	-0.001
Si	14.165	1.955	28.618	-0.013	0.012	-0.092
Si	1.781	9.049	29.868	-0.088	0.01	-0.051
Si	12.945	9.335	27.155	-0.059	-0.02	0.028
Si	14.382	11.38	28.623	0.046	-0.017	-0.012
Si	2.091	0.578	31.877	0	0.04	0.062
Si	13.805	7.138	29.322	-0.044	0.009	0.017
Si	3.74	5.38	31.825	-0.035	0.036	0.057
Si	2.726	13.256	28.744	0.027	0.005	-0.08
Si	6.051	12.917	30.287	0.02	-0.049	-0.048
Si	4.085	8.278	31.581	-0.015	0.032	0.009
Si	10.58	1.96	32.201	0.034	0.025	0.075
Si	9.158	9.088	31.08	-0.046	-0.002	0.021
Si	9.248	3.064	27.601	0.048	0.012	0.017
Si	10.909	11.53	31.311	0.018	0.002	0.031
Si	12.787	6.646	31.911	-0.123	0.052	0.029
Si	12.967	3.884	32.55	0.097	-0.089	-0.033
Si	12.796	13.379	29.782	-0.061	0.06	0.024
Si	15.167	14.075	31.35	-0.052	-0.035	0
Si	0.585	11.926	26.961	-0.026	0.004	0.013
O	1.31	16.138	33.055	-0.042	0.004	-0.075
O	2.846	1.879	32.569	-0.071	0.154	-0.208
O	14.134	2.778	32.683	0.059	-0.122	-0.053
O	15.827	1.335	33.857	-0.079	-0.032	-0.143
O	16.464	6.159	32.337	-0.052	0.117	0.141
O	2.459	5.214	32.864	0.218	0.077	0.23
O	1.883	9.779	33.773	0.001	-0.172	-0.129
O	3.544	8	33.08	0.175	-0.223	-0.087
O	1.551	10.682	26.545	-0.067	-0.005	0.096
O	16.228	10.89	32.555	-0.224	-0.222	-0.165
O	3.26	13.868	32.81	-0.385	-0.056	-0.184
O	2.793	1.036	27.566	0.184	-0.075	0.298
O	4.993	1.036	33.737	-0.04	0.058	-0.154
O	7.172	15.506	33.746	0.037	-0.251	-0.278
O	9.158	2.367	32.878	-0.179	0.005	-0.127
O	7.341	4.138	33.623	0.056	-0.183	0.122
O	5.144	5.184	32.649	-0.044	0.022	-0.209
O	4.017	6.769	30.996	-0.104	-0.1	-0.149
O	8.939	8.453	32.579	0.225	0.012	-0.047
O	7.862	10.045	30.822	-0.035	0.181	0.015
O	7.173	10.103	33.809	0.081	-0.042	0.084
O	4.954	12.137	33.795	0.026	0.157	0.158
O	9.723	12.483	30.773	-0.215	-0.087	-0.349
O	9.194	14.27	32.644	0.382	0.15	-0.183
O	11.263	0.754	33.029	0.054	0.127	0.048
O	12.9	15.249	33.814	-0.003	-0.251	-0.054
O	12.745	4.464	34.072	-0.072	-0.171	0.103
O	13.445	5.15	31.648	0.282	-0.101	0.008
O	11.432	6.403	32.837	-0.033	0.237	-0.057
O	11.418	9.015	26.668	0.033	0.206	-0.148
O	12.726	9.772	33.734	0.08	-0.185	-0.151
O	13.809	7.619	32.76	0.328	-0.07	0.016
O	12.249	12.032	30.544	0.218	0.035	0.196
O	11.071	11.695	32.923	0.041	0.302	0.019
O	16.036	12.805	30.801	0.051	0.225	0.158
O	15.036	13.863	32.966	-0.015	-0.232	-0.061
O	2.006	6.679	23.614	0.047	-0.06	-0.04
O	1.421	4.56	21.992	-0.075	0.007	0.112
O	3.979	0.664	21.507	-0.265	-0.107	0.242
O	2.924	2.831	20.771	-0.069	-0.122	-0.082
O	1.033	9.479	21.873	0.156	-0.318	-0.026
O	2.959	8.19	20.78	0.079	-0.053	-0.051
O	6.374	6.337	23.54	-0.011	-0.081	0.36
O	4.788	6.514	21.558	0.125	-0.224	0.009
O	1.253	15.842	21.491	-0.107	0.258	0.079
O	2.837	13.812	20.799	-0.123	0.066	0.212
O	4.99	12.476	21.704	-0.142	-0.294	-0.051
O	5.822	3.725	24.224	-0.078	0.157	0.195
O	6.912	4.261	21.917	0.058	-0.018	0.129
O	5.458	1.139	23.557	-0.124	-0.063	0.016
O	10.676	0.416	20.836	0.19	-0.211	0.096
O	8.327	8.141	20.724	-0.001	0.059	0.108
O	6.238	8.743	22.114	0.122	0.13	0.155
O	13.432	5.178	24.052	0.321	0.074	0.129
O	9.898	6.604	22.188	0.056	-0.167	0.143
O	7.24	14.018	21.448	0.155	-0.224	-0.054
O	6.539	0.175	21.251	-0.052	0.015	0.086
O	10.665	11.088	21.122	0.282	-0.134	-0.257
O	6.393	13.154	23.885	-0.106	-0.216	0.115
O	10.874	4.377	24.184	0.03	0.052	-0.199
O	13.929	2.737	20.732	0.085	-0.125	0.307
O	12.174	3.891	22.099	-0.324	0.251	0.2
O	16.678	16.429	23.861	0.115	0.042	0.059
O	12.637	9.938	22.211	0.173	0.04	0.079
O	9.951	7.464	24.881	-0.065	-0.089	-0.04
O	16.075	6.449	22.167	0.084	0.198	0.186
O	14.193	8.166	21.167	0.04	0.244	0.287
O	12.166	13.62	23.635	0.158	0.098	0.285
O	12.478	15.438	21.863	0.269	0.242	0.101
O	15.732	11.479	21.91	0.105	0.057	0.145
O	13.793	13.178	21.482	-0.246	-0.018	-0.018
O	15.003	0.815	22.052	-0.194	0.152	-0.067
O	0.859	13.932	23.248	0.014	-0.169	-0.276
O	3.601	3.365	28.071	0.016	-0.139	0.223
O	3.864	5.923	28.253	-0.158	-0.093	0.169
O	3.867	6.162	25.592	-0.004	-0.266	0.101
O	16.285	4.825	27.091	0.151	0.153	-0.041
O	4.301	8.003	23.752	0.173	0.401	-0.146
O	5.657	11.411	30.799	-0.045	-0.071	0.211
O	15.734	9.678	23.913	0.072	-0.095	-0.038
O	1.368	11.368	23.598	0.202	-0.13	-0.122
O	7.385	14.22	26.053	-0.025	-0.017	0.105
O	8.621	2.492	20.879	0.063	-0.084	0.087
O	4.208	2.258	25.685	-0.041	-0.002	0.013
O	8.967	1.564	27.032	0.064	-0.263	0.191
O	6.832	1.637	25.617	-0.162	-0.297	0.196
O	6.095	5.318	26.95	-0.063	-0.144	-0.094
O	12.141	7.38	23.428	0.132	0.105	-0.236
O	9.173	2.275	24.476	0.17	0.043	-0.06
O	5.811	10.439	27.339	0.041	-0.159	-0.347
O	5.315	12.585	26.193	-0.283	-0.224	-0.014
O	5.092	14.98	22.625	-0.377	-0.006	0.107
O	9.821	13.279	22.204	0.053	0.288	-0.017
O	9.583	4.088	26.385	-0.238	0.271	0.06
O	9.772	13.685	24.85	0.188	-0.262	0.037
O	14.306	0.643	24.729	0.023	-0.06	0.125
O	15.539	2.867	25.448	-0.033	0.169	-0.068
O	8.285	4.758	24.163	-0.02	0.33	0.106
O	12.223	6.651	25.953	-0.171	0.008	0.188
O	14.563	7.379	24.681	0.235	-0.17	-0.081
O	13.54	8.181	28.131	-0.072	0.009	-0.112
O	15.084	7.467	30.296	-0.026	-0.044	0.307
O	10.193	9.102	22.841	-0.103	0.139	-0.11
O	14.54	14.893	23.354	0.169	-0.153	0.04
O	10.855	11.427	23.781	0.033	-0.11	0.102
O	2.172	15.397	26.124	-0.071	-0.214	-0.068
O	0.883	15.904	28.507	-0.203	-0.267	0.127
O	1.719	3.139	26.137	-0.168	0.185	-0.129
O	3.443	4.368	30.562	0.163	-0.172	0.114
O	16.528	5.362	29.724	0.092	0.149	-0.059
O	0.397	4.866	24.428	-0.151	-0.139	-0.063
O	1.314	12.889	28.041	-0.226	0.216	-0.056
O	16.717	12.767	25.591	-0.054	0.108	0.093
O	2.854	13.24	24.799	0.252	-0.147	-0.11
O	4.838	14.947	25.342	0.095	0.104	0.283
O	6.293	12.766	28.673	0.083	-0.007	0.012
O	9.644	14.691	27.302	0.182	-0.037	0.204
O	5.733	4.436	29.383	0.264	0.071	0.057
O	7.893	3.615	28.289	-0.196	-0.257	-0.091
O	10.53	2.923	28.577	0.039	-0.002	0.212
O	7.76	6.17	28.834	0.042	-0.049	0.306
O	5.876	8.988	29.433	-0.2	-0.2	0.208
O	9.939	7.007	27.502	-0.202	-0.187	-0.062
O	13.895	9.565	25.849	0.111	0.118	0.124
O	8.826	16.155	25.14	0.113	0.034	-0.299
O	11.631	14.149	28.992	0.116	-0.037	-0.054
O	13.73	1.819	27.04	-0.012	-0.167	0.045
O	12.778	1.904	29.48	-0.124	-0.173	-0.053
O	14.167	5.741	28.551	-0.052	-0.106	-0.251
O	15.014	3.312	28.871	0.009	0.083	0.042
O	16.346	8.555	26.275	-0.132	-0.231	0.268
O	2.479	8.383	25.658	-0.074	-0.032	-0.054
O	1.79	8.738	28.261	0.257	-0.356	0.031
O	13.611	14.279	30.862	0.061	0.117	-0.046
O	12.919	2.747	24.604	-0.056	-0.221	-0.095
O	2.813	15.694	23.705	0.03	0.161	0.007
O	1.054	1.064	30.692	0.111	0.051	-0.12
O	3.134	15.918	31.189	0.026	-0.13	-0.395
O	2.469	13.372	30.353	-0.19	-0.151	0.024
O	1.203	7.72	30.607	0.158	-0.11	0.051
O	3.249	9.247	30.563	0.136	0.038	0.08
O	3.256	14.763	28.314	0.21	0.094	0.11
O	15.626	11.313	27.579	0.132	-0.273	-0.001
O	4.935	14.016	30.697	-0.013	0.143	-0.1
O	13.034	10.687	28.03	-0.236	0.028	-0.159
O	10.947	0.216	28.511	0.144	0.062	-0.051
O	9.348	14.977	29.983	-0.034	-0.118	-0.064
O	7.794	8.58	27.686	0.002	0.032	-0.263
O	5.283	7.867	27.074	0.16	-0.051	-0.152
O	5.533	8.983	31.873	-0.032	0.006	-0.15
O	7.362	13.503	30.991	-0.004	0.1	0.225
O	3.805	12.093	28.325	-0.147	-0.076	0.228
O	10.521	9.98	30.99	0.197	0.046	0.017
O	9.26	7.971	29.907	0.169	-0.313	-0.111
O	11.548	3.269	32.068	-0.141	0.096	-0.064
O	10.37	1.423	30.699	-0.081	-0.024	-0.043
O	15.146	0.782	29.153	0.007	-0.214	-0.181
O	15.995	15.36	30.836	0.228	0.136	0.034
O	0.979	10.438	30.197	0.083	0.023	0.08
O	12.532	7.167	30.376	-0.225	0.256	0.123
O	13.951	12.939	28.726	0.055	0.002	-0.19
O	14.819	10.693	30.063	-0.079	-0.274	-0.062

Results
total energy: -108572.688 eV
total energy less fixed offsets of O -438.35, Si -107.03 eV per atom: 7.542 eV
